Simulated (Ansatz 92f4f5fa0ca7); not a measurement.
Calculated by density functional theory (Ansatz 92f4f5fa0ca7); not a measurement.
Periodic cell of 244 atoms, Si164O80, from a study of silicon, its oxide and their interface. The atomic structure is a simulated model.
Doubt: the cutoff is far below the 930 eV that the study's wrapper takes by default for these files, so forces and energies are approximate.
This geometry differs little from another in the collection (a relaxation step or a small displacement).

Settings
functional: PBE
potential files: Ansatz PAW
basis: plane waves
wave-function cutoff: 580 eV
density cutoff ratio: 5
exchange-correlation grid ratio: 1
k mesh: 1 x 1 x 1, Gamma-centred
self-consistency stop: 5e-08 eV per atom in the density residual
occupations: fixed
spin: none
net charge: 0

Cell vectors (angstrom)
a 10.938 0 0
b 0 10.938 0
c 0 0 36.882

Atoms and the computed forces on them: element, x, y, z (angstrom), force x, y, z (eV/angstrom)
Si 0 0 0.683 -0.0124 0.026 -0.0044
Si 5.469 0 0.683 0.026 0.0038 -0.0153
Si 2.7345 2.7345 0.683 -0.0164 0.0293 0.0059
Si 8.2035 2.7345 0.683 -0.0091 0.0313 0.0196
Si 0 5.469 0.683 0.0222 -0.0139 -0.0124
Si 5.469 5.469 0.683 0.0033 0.0028 -0.0005
Si 2.7345 8.2035 0.683 -0.0319 0.0319 0.0168
Si 8.2035 8.2035 0.683 -0.0081 0.0092 0.0016
Si 1.3673 1.3673 2.0503 -0.1176 0.0616 -0.0933
Si 6.8362 1.3673 2.0503 -0.0763 -0.0305 0.1154
Si 4.1018 4.1018 2.0503 0.0004 0.0803 -0.0207
Si 9.5708 4.1018 2.0503 0.0398 0.0201 0.1175
Si 1.3673 6.8362 2.0503 -0.0089 -0.1058 0.0636
Si 6.8362 6.8362 2.0503 -0.0602 0.0621 -0.0384
Si 4.1018 9.5708 2.0503 0.081 0.0337 0.1144
Si 9.5708 9.5708 2.0503 -0.0261 0.0396 -0.0683
Si 2.7345 0 34.8305 -0.0096 0.006 0.0853
Si 8.2035 0 34.8305 0.0283 -0.0411 -0.1212
Si 0 2.7345 34.8305 0.118 0.0171 -0.1028
Si 5.469 2.7345 34.8305 0.0739 0.0451 0.1015
Si 2.7345 5.469 34.8305 -0.0169 -0.034 -0.1074
Si 8.2035 5.469 34.8305 0.0074 -0.0051 0.1025
Si 0 8.2035 34.8305 0.0346 -0.0063 0.0936
Si 5.469 8.2035 34.8305 0.059 0.1036 -0.0644
Si 4.1018 1.3673 36.1978 -0.0165 0.0028 0.0053
Si 9.5708 1.3673 36.1978 -0.0046 -0.029 -0.0162
Si 1.3673 4.1018 36.1978 0.0049 -0.0323 0.005
Si 6.8362 4.1018 36.1978 0.0005 -0.0063 0.007
Si 4.1018 6.8362 36.1978 0.0201 -0.0315 -0.0128
Si 9.5708 6.8362 36.1978 -0.0092 0.0081 0.0086
Si 1.3673 9.5708 36.1978 0.0006 0.0006 0.0047
Si 6.8362 9.5708 36.1978 0.0076 -0.0234 0.0079
Si -0.4977 0.4939 26.6634 -0.0015 0.0271 -0.0194
Si 5.632 -0.5955 26.1655 -0.0289 0.0041 0.0185
Si 2.5801 2.9674 26.7496 -0.0038 0.0008 -0.0232
Si 8.8191 2.2951 26.7553 -0.0129 -0.0152 -0.0032
Si 0.2719 5.0954 26.6945 -0.0492 0.0036 0.0664
Si 5.0371 5.9508 26.7269 -0.0135 -0.0076 -0.0154
Si 3.2789 7.6097 26.7218 0.0184 0.0113 0.0022
Si 8.0145 8.3474 26.8135 -0.0037 -0.0172 -0.0233
Si 1.34 1.3538 27.9385 -0.0086 -0.0309 0.0288
Si 7.0111 1.4839 28.0286 0.0247 0.0665 -0.0129
Si 4.1292 4.1884 28.0354 0.0214 -0.0059 0.0114
Si 9.673 4.0202 28.0785 -0.007 0.0262 -0.0086
Si 1.4234 6.7714 27.9193 -0.0089 0.002 -0.002
Si 6.7799 6.827 28.0753 0.0099 -0.0063 0.0258
Si 4.1698 9.4386 27.8518 -0.0193 -0.0014 0.0012
Si 9.5602 9.6624 27.9994 0.0239 -0.0046 0.0227
Si 2.7903 -0.0502 29.1928 0.0066 0.0021 -0.0121
Si 8.1908 -0.0061 29.4372 0.0108 -0.0224 0.0318
Si 0.0879 2.6987 29.4636 0.0019 -0.0076 -0.0052
Si 5.5596 2.8161 29.3358 -0.0037 -0.0104 -0.0019
Si 2.7268 5.475 29.4336 0.0044 -0.0005 0.0148
Si 8.2267 5.4392 29.3322 0.0152 -0.0171 -0.0196
Si 0.0639 8.2292 29.2453 -0.0078 0.0016 -0.0041
Si 5.4911 8.2388 29.4323 0.0096 0.0082 -0.0016
Si 4.1383 1.365 30.6111 0.0008 0.0051 0.004
Si 9.5896 1.3631 30.7714 0.0051 -0.0026 -0.0099
Si 1.4082 4.0966 30.8058 -0.0019 -0.0038 0.0011
Si 6.881 4.1306 30.7696 -0.0108 0.0035 -0.0026
Si 4.1002 6.865 30.7619 -0.0015 -0.008 -0.0093
Si 9.6144 6.8587 30.6474 -0.0029 0 0.0034
Si 1.4258 9.5712 30.6568 0.0021 0.0065 -0.0026
Si 6.8477 9.5761 30.8009 -0.0019 -0.0095 -0.0047
Si 0.0422 -0.0206 32.0738 -0.0058 -0.0069 0.0034
Si 5.4573 0.0271 32.0876 -0.0019 0.0071 -0.003
Si 2.7913 2.6996 32.0854 0.0016 -0.0031 -0.0011
Si 8.2249 2.7391 32.1231 -0.0036 -0.0009 0.0007
Si 0.0015 5.4891 32.0883 -0.0036 0.0013 -0.0023
Si 5.4843 5.492 32.1081 -0.0013 -0.0085 0.0036
Si 2.7337 8.2237 32.1017 -0.0011 -0.0025 0.0036
Si 8.2439 8.1884 32.0913 0.0047 0.0011 -0.0002
Si 1.3843 1.3623 33.4532 0.0026 0.0058 0.0007
Si 6.8353 1.3762 33.4654 -0.0048 -0.0041 0.0015
Si 4.1209 4.1014 33.4608 -0.0019 0.0006 -0.001
Si 9.58 4.1193 33.4692 0.0073 0.0013 0.0008
Si 1.3686 6.8496 33.4626 -0.0049 -0.0025 0.0016
Si 6.8556 6.8447 33.4683 0.0044 0.0017 -0.0003
Si 4.1027 9.5866 33.4628 0.0025 0.0006 -0.001
Si 9.5961 9.5715 33.4564 -0.0039 -0.0018 -0.0007
Si 2.7228 0.0125 3.4074 0.0028 0.0026 0.0009
Si 8.2066 -0.0032 3.4215 -0.0055 -0.0018 -0.0024
Si 0.0088 2.738 3.4302 0.0036 0.0027 -0.0022
Si 5.4528 2.7384 3.4233 -0.0064 -0.006 -0.0006
Si 2.7519 5.479 3.4311 -0.0025 -0.0001 0
Si 8.1913 5.4758 3.4165 0.0011 0.0022 0.001
Si -0.015 8.1965 3.4073 -0.0065 -0.001 0.0014
Si 5.4778 8.2038 3.4322 0.0035 -0.0005 -0.0008
Si 4.03 1.4195 4.7948 0.0017 0.004 -0.0009
Si 9.5711 1.3614 4.7859 0.0001 0.0013 0.0015
Si 1.3826 4.1145 4.8019 0.0004 -0.0105 0.0005
Si 6.8191 4.113 4.7805 0.0029 0.0102 -0.0051
Si 4.1171 6.8442 4.819 0.0043 0.0048 -0.0062
Si 9.5284 6.8675 4.7906 0.0001 -0.0041 -0.0033
Si 1.3706 9.5534 4.7442 0.0013 0.0051 -0.0044
Si 6.8357 9.5825 4.8093 0.0014 -0.0083 -0.0029
Si 0.0017 -0.0528 6.1139 0.0114 0.0046 0.0004
Si 5.4077 0.0365 6.0878 -0.0048 0.0012 0.0167
Si 2.695 2.7692 6.2712 0.0037 -0.005 -0.01
Si 8.1843 2.7438 6.1204 -0.0007 -0.003 0.0112
Si -0.0025 5.5112 6.0993 -0.0063 0.0147 0.0016
Si 5.4653 5.4549 6.2023 -0.0021 -0.0069 -0.0012
Si 2.7417 8.2465 6.1466 -0.0176 -0.0182 0.0112
Si 8.1754 8.2098 6.2378 -0.0006 -0.0068 -0.011
Si 1.3016 1.2885 7.5444 -0.0175 0.0143 0.0033
Si 6.7131 1.4355 7.4341 0.0051 -0.0126 -0.0122
Si 4.0965 4.1624 7.6635 0.0149 -0.0136 0.008
Si 9.5873 4.1306 7.4365 -0.0087 0.0121 -0.0249
Si 1.3307 6.898 7.4702 0.0184 -0.019 -0.0214
Si 6.8045 6.8124 7.6176 0.0064 -0.0039 -0.0058
Si 4.0907 9.6456 7.5185 0.0114 0.0126 -0.019
Si 9.5903 9.5961 7.5666 -0.0213 0.0168 0.0327
Si 2.773 0.0836 8.9869 -0.0164 0.0013 -0.0131
Si 8.0886 0.0686 8.7363 0.0149 -0.0234 0.0002
Si -0.2178 2.5773 8.8046 -0.0271 -0.0694 -0.0238
Si 5.5158 2.8009 9.0194 -0.018 0.0277 -0.0067
Si 2.7516 5.6833 8.9107 -0.0084 0.0052 0.0157
Si 8.2818 5.44 8.89 -0.0278 -0.0041 -0.0228
Si 0.0861 8.2769 8.9463 -0.021 0.0245 -0.009
Si 5.3849 8.217 8.9202 -0.0094 -0.0117 0.0102
Si 4.4295 1.1567 10.3742 0.0127 -0.0064 -0.0058
Si 8.818 1.8827 10.0232 0.0013 0.0071 0.0033
Si 1.4204 4.5662 10.4586 0.0045 -0.0071 -0.0038
Si 7.3023 3.7799 10.2639 0.0041 -0.031 0.0056
Si 3.5013 7.5362 10.1981 -0.0059 -0.0099 -0.0196
Si 9.9134 6.5748 10.1617 0.0105 0.0068 0.014
Si 1.835 9.2857 10.2433 0.0119 0.0013 0.0101
Si 6.6331 9.7905 10.0887 0.0214 0.0202 -0.0435
O 0.8997 3.1277 9.9002 0.0382 0.0373 0.0237
O 7.3256 9.2114 11.465 0.0076 -0.0039 0.035
O 3.6293 7.2504 11.8214 0.0089 -0.0126 0.0259
O 9.1698 7.096 11.535 -0.0037 0.0049 0.0022
O 4.0925 1.508 11.9618 0.0018 0.0072 0.0228
O 2.2315 4.1562 11.8154 -0.0031 -0.004 -0.0105
O 38.3429 -21.9192 10.5902 -0.0018 -0.0013 0.0176
O 0.1124 5.5144 10.7542 0.0196 -0.0151 0.0014
O 8.7372 7.4581 25.6345 -0.0089 0.0013 0.0122
O 3.0155 8.1273 25.1433 -0.0165 0.0095 -0.0208
O 14.2516 2.397 25.3863 -0.0002 0.0029 -0.0053
O 5.9833 11.7634 26.8991 -0.0192 -0.0197 -0.0194
O 5.259 -0.2883 24.5805 0.0129 0.006 -0.0101
O 17.8868 -1.5684 26.0812 0.0031 0.0056 -0.0208
O 10.4485 5.4878 25.2622 -0.008 -0.0009 -0.0285
O 1.4407 4.0431 26.2147 0.0255 -0.0062 -0.0403
Si 7.8286 7.3632 16.8103 -0.0031 -0.004 0.0041
Si 2.5728 10.4688 19.8025 -0.0031 -0.0043 0.0001
Si 14.0762 13.405 19.5908 0.002 -0.0054 -0.0045
Si 9.7824 9.804 17.3305 -0.0028 -0.0051 0.0021
Si 9.3952 1.0407 12.0782 -0.0085 0.0062 0.0056
Si 6.6108 6.3554 19.4657 0.0008 0.0006 -0.0017
Si 0.7811 9.7947 12.354 0.0011 -0.0133 0
Si 3.6343 2.9598 23.8838 0.0061 -0.0068 -0.0186
Si 7.9294 2.9392 24.6746 0.0222 -0.0097 0.0071
Si -0.4074 2.8658 14.2648 -0.0066 0.0122 0.0089
Si 5.5539 8.571 15.0058 -0.0032 -0.0103 0.0017
Si 4.1615 6.4175 13.1078 -0.0023 0.0052 0.0024
Si 0.6985 11.1282 15.2013 0.0023 -0.0033 0.0072
Si 5.1894 0.2744 15.9747 0.0037 0.002 0.0037
Si 15.1858 18.7932 20.4757 0.0011 -0.0017 -0.0031
Si 2.3962 4.1072 13.4377 0.0107 0.0056 0.0209
Si 9.1567 8.7049 22.7556 0.0047 -0.0046 -0.0001
Si 6.5048 7.3729 22.2945 -0.0005 0.0025 -0.0055
Si 9.8193 7.5582 12.9602 -0.0014 0.0065 0.0134
Si 10.9193 9.0091 20.2337 -0.0052 -0.0014 0.0017
Si 7.694 9.6798 12.9839 0.0141 -0.0076 0.0115
Si 6.2562 14.1253 19.2887 -0.0037 -0.0008 0.0006
Si 7.3499 12.0287 20.9925 -0.004 -0.0055 0.0002
Si -0.1304 10.807 24.3959 0.0139 -0.0203 -0.0128
Si 16.6806 5.2233 24.5949 -0.0067 0.0014 -0.0254
Si 4.7056 2.0959 13.3757 0.0073 0.0104 0.0146
Si 8.8508 5.3082 14.656 0.0007 -0.0059 0.0091
Si 12.3762 14.7298 21.8048 -0.0029 0.0006 -0.0066
Si 1.6609 8.4876 24.3225 0.0066 -0.0086 0.0088
Si 5.7543 0.8667 23.5178 -0.0241 -0.0051 -0.0158
Si 10.0575 7.0022 24.8195 0.0312 0.0069 -0.0015
Si 18.4253 0.7836 18.0091 0.0007 -0.0044 -0.0025
Si 6.5902 4.3867 12.5162 0.0019 0.0001 0.0307
Si 2.6835 11.9099 17.3089 0.0017 -0.0051 0.0017
Si 9.8839 2.1434 22.4841 0.0015 -0.0026 -0.0032
Si 12.5415 6.8672 21.5275 -0.0025 0.0088 0.0057
O 4.4725 1.7952 23.1124 0.0059 -0.0052 0.0093
O -0.1442 12.1112 23.4259 -0.0132 0.0085 0.0007
O 8.8324 8.6352 16.7186 -0.0003 0.0016 -0.0029
O 5.1337 8.1105 21.8214 -0.0055 -0.0033 -0.0011
O 11.2731 8.2523 12.7325 -0.003 -0.0066 -0.0196
O 2.308 13.2464 18.1759 -0.0051 0.0043 -0.0014
O 10.9456 13.9638 21.618 0.0055 0.0029 0.0029
O 12.9581 11.792 15.8562 0.0028 -0.0024 -0.0021
O 5.1769 7.1454 19.33 -0.0015 -0.0031 -0.0017
O 4.6842 7.4694 14.2142 0.0145 0.0143 -0.0003
O 13.9977 17.7348 20.8102 0.0037 -0.0018 0.0005
O 6.0752 2.9416 13.0879 -0.0109 -0.0084 -0.0148
O 7.2369 11.1885 19.5696 -0.0016 -0.0025 -0.0026
O 7.0937 4.3302 24.8614 -0.0064 -0.0041 0.0026
O 13.2253 10.593 18.1947 0.0001 -0.0018 -0.0011
O 8.9039 12.1959 21.508 -0.0102 -0.0032 0.0012
O 7.6586 5.0462 13.5681 -0.0017 -0.0009 -0.0119
O 2.9531 5.591 13.8479 -0.0018 -0.0018 -0.008
O 2.236 3.2574 23.1185 -0.0039 0.0008 0.0056
O 8.2076 11.2434 12.9799 -0.0059 -0.0109 -0.0047
O 8.8354 8.688 13.595 -0.0043 0.0006 -0.0133
O 7.6411 7.0053 18.3889 -0.0018 -0.0016 -0.0049
O 6.9015 1.7445 24.2629 -0.0066 -0.0044 0.0066
O 8.9992 3.1329 23.4426 0.0023 -0.0061 -0.0044
O 5.3201 5.4263 12.507 -0.0109 0.005 -0.0097
O 9.5838 9.8186 23.88 -0.0086 -0.0034 -0.0032
O 10.9324 10.0523 16.1947 -0.0037 -0.002 -0.0024
O 12.1107 10.0934 20.5622 0.0012 -0.0052 -0.0019
O 14.6154 9.2991 20.0107 -0.0029 -0.0028 0.0002
O 13.3163 14.5058 20.4956 -0.0001 -0.0048 0.0008
O 6.4259 9.4761 13.9622 -0.0179 -0.0117 0.0046
O 9.6938 9.1811 21.2966 0.003 0.0001 -0.006
O 12.6602 7.8281 22.845 -0.0047 -0.0139 -0.015
O 9.7779 7.238 23.222 -0.0062 0.0053 -0.0077
O 4.2825 1.0614 17.0609 -0.0018 -0.0033 -0.0035
O 11.4972 7.4951 20.4397 -0.004 0.001 -0.0034
O 6.4213 7.7789 16.1195 0.0068 -0.001 -0.0034
O 7.107 13.3292 18.1057 -0.0036 -0.0005 -0.0004
O 9.959 2.4137 12.7962 0.0108 0.0079 -0.0019
O 10.4114 9.2272 18.7161 0 -0.0015 -0.0021
O 5.1372 1.0318 14.5281 0.0014 -0.0071 -0.0041
O 6.5095 4.7732 19.1256 -0.0028 -0.0077 0.0006
O 3.5125 3.0394 13.9478 -0.001 -0.0012 -0.013
O 6.6371 11.1151 16.7435 0.001 -0.0024 -0.0046
O -0.3263 1.4503 15.0569 0.003 -0.0106 -0.0051
O 17.7393 2.6189 20.7271 -0.0037 -0.0047 -0.004
O 12.0756 5.3811 21.9582 -0.0003 -0.0076 0.0017
O 3.1385 11.9195 20.3222 -0.0012 0.0029 0.0002
O 7.1292 6.5412 21.0139 0.0004 -0.0036 -0.0036
O 7.5465 8.5419 22.7382 -0.0016 -0.0007 0.004
O 15.5859 2.9525 19.2557 0.0038 -0.002 -0.0009
O 1.3518 10.0909 24.1926 -0.008 0.0071 0.0096
O -0.4212 10.7925 11.8235 -0.0089 0.0021 -0.015
O 1.2291 10.476 13.792 0.0026 0.0182 0.0202
O 8.3592 6.0294 16.0266 -0.0014 0.0036 -0.0015
O 9.5057 3.8663 15.0372 0.0047 -0.0068 -0.0096
O 11.3551 7.9145 25.2329 -0.0109 0.0023 -0.009
O 6.1694 6.3993 23.5481 0.0016 0 0.0083
O 6.4239 11.2708 22.1158 0.0092 0.0023 -0.0101
O 9.967 6.2843 13.9564 -0.0014 -0.0082 -0.0027
O 9.0106 11.2274 17.6399 -0.001 -0.004 -0.0039
O 15.4712 4.3317 23.9225 -0.0031 0.0024 0.0167
O 0.9962 3.6821 14.1373 -0.009 -0.008 -0.0085
O 4.6255 9.6849 15.7585 0.0011 -0.0012 -0.0105

Results
free energy: -149756.596 eV
free energy less fixed offsets of O -568.88, Si -635.61 eV per atom: -6.156 eV

The program warned: the cutoff lies below the one the program advises for these potential files; the exchange-correlation potential is rough where the density is thin.
